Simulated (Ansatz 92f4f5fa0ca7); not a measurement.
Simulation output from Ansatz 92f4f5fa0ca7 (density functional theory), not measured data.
Periodic cell of 225 atoms, Si133O90H2, from a study of silicon, its oxide and their interface. The atomic structure is a simulated model.
Doubt: the cutoff is far below the 930 eV that the study's wrapper takes by default for these files, so forces and energies are approximate.

Settings
functional: PBE
potential files: Ansatz PAW
basis: plane waves
wave-function cutoff: 580 eV
density cutoff ratio: 5
exchange-correlation grid ratio: 1
k mesh: 1 x 1 x 1, Gamma-centred
self-consistency stop: 5e-08 eV per atom in the density residual
occupations: fixed
spin: none
net charge: 0

Cell vectors (angstrom)
a 10.938 0 0
b 0 10.938 0
c 0 0 32.2928

Atoms and the computed forces on them: element, x, y, z (angstrom), force x, y, z (eV/angstrom)
Si 0.4329 -0.4167 24.8501 -0.1373 0.0113 -0.2672
Si 5.2147 0.242 24.6978 -0.1472 0.06 -0.1096
Si 2.8728 2.3608 24.646 0.0688 0.0285 0.0222
Si 7.8395 2.867 24.6983 -0.0136 -0.0433 -0.1473
Si -0.2871 5.7146 24.8809 -0.1476 0.1352 -0.363
Si 5.7258 5.1816 24.8075 0.0119 -0.009 -0.1815
Si 2.6112 8.2443 24.8078 -0.1212 0.1051 -0.3719
Si 8.3547 7.7746 24.9456 0.1017 -0.1023 -0.1961
Si 1.4533 1.2443 26.1672 -0.0716 -0.0112 -0.1324
Si 6.7349 1.3662 26.1402 0.0694 -0.0161 -0.1622
Si 4.0373 4.0183 26.0163 0.0501 -0.0904 -0.2361
Si 9.5343 3.9865 26.0574 -0.0782 0.0318 -0.244
Si 1.3411 6.8101 26.1917 -0.0597 -0.0159 -0.1056
Si 6.8527 6.6384 26.3064 -0.0096 0.0743 -0.271
Si 4.1537 9.5104 26.0775 0.0171 0.106 -0.1729
Si 9.5718 9.5037 26.0902 0.0497 -0.0503 -0.2631
Si 2.807 -0.071 27.5337 0.0984 -0.1005 0.0006
Si 8.2017 -0.0099 27.4498 0.0048 0.0283 0.0228
Si 0.0233 2.6796 27.4472 0.1096 0.0314 0.0867
Si 5.4253 2.7476 27.5107 -0.0288 0.1221 -0.0533
Si 2.7401 5.421 27.4652 0.0795 0.0225 0.0911
Si 8.282 5.3474 27.5674 0.0164 -0.0931 0.0898
Si -0.0016 8.2032 27.5366 -0.0002 0.1117 0.0219
Si 5.5075 8.1692 27.493 0.0005 0.0038 0.1091
Si 4.1018 1.3673 28.8746 0.0681 -0.0884 0.2114
Si 9.5708 1.3673 28.8746 -0.0386 -0.0998 -0.3756
Si 1.3673 4.1018 28.8746 -0.0695 -0.2389 -0.317
Si 6.8362 4.1018 28.8746 -0.1322 -0.3348 0.3345
Si 4.1018 6.8362 28.8746 -0.0707 -0.1209 -0.3087
Si 9.5708 6.8362 28.8746 0.1533 -0.2113 0.2065
Si 1.3673 9.5708 28.8746 0.0772 -0.043 0.2224
Si 6.8362 9.5708 28.8746 0.1314 -0.0014 -0.2218
Si 0 0 30.2418 0.0479 -0.01 -0.0318
Si 5.469 0 30.2418 -0.0043 0.1138 0.0023
Si 2.7345 2.7345 30.2418 -0.0644 -0.1038 -0.015
Si 8.2035 2.7345 30.2418 -0.202 -0.0402 0.0102
Si 0 5.469 30.2418 -0.046 0.1102 0.0027
Si 5.469 5.469 30.2418 0.0589 0.0112 -0.028
Si 2.7345 8.2035 30.2418 -0.1493 -0.0153 -0.0066
Si 8.2035 8.2035 30.2418 -0.0322 -0.0317 -0.032
Si 1.3673 1.3673 31.6091 -0.024 0.0524 0.004
Si 6.8362 1.3673 31.6091 0.1327 -0.0858 -0.0007
Si 4.1018 4.1018 31.6091 -0.0069 0.0213 -0.0221
Si 9.5708 4.1018 31.6091 0.0408 -0.0298 -0.0427
Si 1.3673 6.8362 31.6091 0.0865 -0.0711 -0.0122
Si 6.8362 6.8362 31.6091 -0.0338 0.0188 -0.0039
Si 4.1018 9.5708 31.6091 0.0379 -0.0466 -0.0443
Si 9.5708 9.5708 31.6091 0.0169 -0.0139 -0.015
Si 2.7345 0 0.6835 -0.0032 -0.0212 0.0112
Si 8.2035 0 0.6835 -0.1108 0.0539 0.0194
Si 0 2.7345 0.6835 -0.0348 0.0072 0.0405
Si 5.469 2.7345 0.6835 -0.0034 -0.0157 0.002
Si 2.7345 5.469 0.6835 -0.0941 0.0826 0.0035
Si 8.2035 5.469 0.6835 -0.0079 0.0154 0.0135
Si 0 8.2035 0.6835 0.0052 -0.0074 0.0039
Si 5.469 8.2035 0.6835 -0.0108 0.0375 0.0422
Si 4.1018 1.3673 2.0507 0.0236 0.0466 0.0584
Si 9.5708 1.3673 2.0507 0.0572 -0.0275 -0.0487
Si 1.3673 4.1018 2.0507 0.1582 0.0359 -0.0357
Si 6.8362 4.1018 2.0507 0.0127 0.016 0.0747
Si 4.1018 6.8362 2.0507 -0.0178 -0.1252 -0.0384
Si 9.5708 6.8362 2.0507 0.0175 0.0289 0.068
Si 1.3673 9.5708 2.0507 -0.024 -0.0105 0.0548
Si 6.8362 9.5708 2.0507 0.1356 -0.0015 -0.0501
Si 0 0 3.418 -0.1352 0.1723 -0.2896
Si 5.469 0 3.418 0.1994 0.0726 0.3054
Si 2.7345 2.7345 3.418 -0.0367 0.4141 -0.2994
Si 8.2035 2.7345 3.418 0.2348 -0.0102 0.2555
Si 0 5.469 3.418 0.1294 0.0674 0.3266
Si 5.469 5.469 3.418 -0.391 0.1314 -0.1523
Si 2.7345 8.2035 3.418 -0.0227 -0.1757 0.3619
Si 8.2035 8.2035 3.418 -0.0939 0.4565 -0.3786
Si 1.3194 1.4403 4.7261 0.043 0.0668 -0.1051
Si 6.8705 1.3767 4.8312 -0.022 -0.0938 -0.0548
Si 4.0762 4.1234 4.8034 -0.0309 -0.0739 0.1398
Si 9.5728 4.1271 4.8227 0.0186 -0.12 -0.1046
Si 1.3523 6.844 4.8607 0.0493 0.0061 0.0169
Si 6.7581 6.9347 4.7107 -0.0589 0.0553 -0.1286
Si 4.08 9.5996 4.803 -0.0163 -0.0819 -0.1235
Si 9.542 9.6232 4.7667 -0.0398 -0.0109 0.0874
Si 2.7189 0.1374 6.0245 -0.0677 -0.0252 0.1584
Si 8.2734 0.0619 6.2609 -0.0463 0.0256 0.3106
Si 0.0461 2.7556 6.2211 -0.0517 0.1022 0.1566
Si 5.5138 2.7759 6.1492 -0.0662 0.1064 0.2501
Si 2.7154 5.4546 6.3045 -0.069 -0.0342 0.2218
Si 8.1274 5.5942 5.9746 0.0061 -0.0326 0.1728
Si -0.0404 8.3076 6.149 -0.026 -0.0303 0.2934
Si 5.4801 8.2833 6.198 0.0473 0.072 0.1196
Si 3.9831 1.5319 7.4476 0.1205 -0.0183 0.2222
Si 9.8825 1.2551 7.6764 0.0851 -0.1214 0.0529
Si 1.6834 3.6925 7.6937 0.075 0.0227 0.1805
Si 6.6238 4.497 7.3755 0.0718 -0.0244 0.0557
Si 4.383 6.6605 7.5088 0.1814 -0.2655 0.2671
Si 9.2123 7.1273 7.3538 0.1505 -0.0278 0.0962
Si 1.1263 10.015 7.3595 -0.0045 -0.0822 0.0788
Si 7.0943 9.4034 7.5906 0.1492 -0.104 0.319
O 9.5216 6.7917 24.2324 0.0486 -0.0981 0.7062
O 4.0584 1.3085 24.0552 0.06 -0.0781 0.55
O 8.1492 8.1952 8.064 -0.0767 0.1367 -0.4599
O 2.9435 2.6705 8.0218 -0.203 0.1081 -0.2375
O 6.8314 4.094 24.2042 -0.0036 -0.0652 0.438
O 1.4965 9.3635 24.3107 -0.0384 0.0751 0.4747
O 5.4925 5.5251 8.0531 -0.0607 0.0714 -0.522
O 0.0705 0.1043 8.1818 -0.017 -0.0143 -0.5452
O 7.6324 4.0398 8.5801 0.0044 -0.0363 -0.0143
O 6.5767 10.0302 9.0533 0.046 -0.0628 -0.3489
O 9.8432 6.1914 8.5738 0.0323 0.0713 -0.1763
O 2.2176 9.3901 8.4225 0.0109 -0.0271 0.0592
O 4.5638 0.7574 8.7979 -0.0477 0.0537 -0.2179
O 1.0371 3.7909 9.2296 0.057 0.0155 -0.488
O 9.4102 2.0819 9.0574 0.0286 -0.0849 -0.1957
O 3.8947 7.3382 8.9709 -0.1426 0.0424 -0.249
O 7.2498 8.1942 23.7712 -0.0205 0.0062 0.0986
O 8.152 2.0226 23.2944 -0.1115 0.0872 0.3799
O 5.2168 5.9398 23.4418 0.0295 -0.0194 0.1109
O 1.9242 2.8953 23.3838 0.104 -0.0195 0.0666
O 10.9941 0.2734 23.3848 0.0754 -0.0212 0.3455
O 0.5461 5.1399 23.5818 -0.0231 0.025 0.1903
O 3.2032 7.6369 23.3792 -0.0396 0.0412 0.3105
O 6.064 10.5558 23.4096 -0.0079 -0.0111 0.0352
Si 6.1704 -2.823 20.4208 0.0228 -0.2223 -0.37
Si 4.187 6.7115 22.4605 -0.0381 -0.0543 -0.0997
Si -6.7439 15.2665 11.7911 0.0908 -0.1522 -0.0263
Si 5.6435 1.6449 12.3136 0.0549 0.1303 0.1513
Si 5.9264 0.4672 9.6548 -0.1047 -0.0731 0.1816
Si -1.0969 -0.6191 16.3454 0.0467 -0.048 -0.0587
Si -0.0342 -0.4556 13.4119 -0.116 -0.0279 -0.0675
Si -1.9464 2.2267 21.9034 -0.0085 0.1708 -0.2572
Si 5.4473 5.0206 14.2957 -0.0206 -0.1035 0.0122
Si 2.8693 3.4313 18.5556 0.008 -0.0333 0.163
Si 2.1555 -2.2602 12.4127 -0.2142 -0.0231 0.2687
Si 2.0899 5.4804 20.6225 -0.0208 0.1626 -0.1705
Si 8.0666 2.8634 9.6066 -0.1176 0.1573 -0.0281
Si 0.1567 8.0342 20.4545 -0.1205 -0.1336 -0.173
Si 12.8304 3.1847 15.9137 0.0005 -0.0025 0.0463
Si 3.8413 -3.3205 14.6497 -0.029 0.0193 -0.0134
Si -1.3641 5.638 14.0073 -0.053 0.061 -0.0189
Si -2.8931 14.4568 19.2605 0.0679 0.1783 0.0331
Si 5.7941 3.5272 17.1679 0.0085 0.0351 0.1179
Si 8.6002 6.4658 19.4446 0.0098 -0.0354 0.0063
Si -3.7151 -1.3951 22.8532 -0.116 -0.0828 -0.0607
Si -1.4237 7.1775 16.5263 -0.0456 -0.029 0.0746
Si 7.6641 1.2432 17.5131 -0.0007 -0.0225 0.0594
Si 3.0462 0.8298 20.2212 0.0582 -0.059 0.0063
Si 12.0813 4.207 10.8053 0.1666 -0.0341 0.3123
Si 5.4542 10.4898 18.7541 -0.1465 -0.0493 0.0878
Si 10.0892 10.5333 22.2155 0.0992 -0.1167 -0.3444
Si -0.6922 -3.0141 12.2142 -0.0623 -0.0248 0.1282
Si 1.1656 -0.9518 18.3058 0.1418 0.0259 0.2137
Si 2.5211 8.1324 9.3922 0.009 0.1762 0.0417
Si -3.1655 3.6876 12.6453 -0.0995 -0.1431 0.2746
Si -0.1453 6.6439 9.8022 -0.2332 0.1379 0.2631
Si 0.7499 3.8058 22.6702 0.117 0.0244 -0.0208
Si -7.5184 1.3307 14.3224 0.0632 -0.0653 -0.013
Si 12.1206 6.0901 15.5165 -0.0908 0.0029 -0.0022
Si 0.8344 2.2366 13.2307 0.0531 -0.1412 0.0005
Si 3.5762 -0.9689 16.3843 -0.0525 0.0702 0.0517
O 2.2603 -1.4466 17.2125 0.0304 -0.0145 -0.0541
O -2.0008 -6.0697 19.4876 -0.0058 -0.0617 -0.0485
O 4.6415 -0.2338 17.3592 0.0033 0.0393 -0.0471
O -2.0908 6.198 15.3794 0.0751 0.0053 -0.0385
O 0.5932 3.2409 11.9877 0.0025 0.0627 -0.1465
O 1.334 -4.0029 20.7412 0.0555 -0.0594 0.0477
O 1.3053 7.0723 9.2078 0.0676 -0.0868 -0.1305
O -6.0862 2.8423 11.5101 -0.038 0.0478 -0.0563
O 9.292 -4.1563 12.8691 0.0622 -0.006 0.0197
O 5.0831 -4.3525 14.5314 0.0108 0.0178 0.0127
O 2.3633 1.6481 13.1139 -0.0276 0.0142 0.0106
O 4.1554 4.4326 13.4433 0.0021 0.0878 0.0336
O -4.0167 0.2548 18.5987 0.0397 0.0247 0.0214
O 3.3117 2.5686 15.3807 -0.0622 0.0157 -0.0467
O 4.343 8.693 15.7502 0.0308 -0.0274 -0.0148
O 5.7734 4.3962 15.7755 -0.0096 0.0299 0.0066
O 2.3694 7.0984 15.1134 0.0301 -0.0086 0.018
O 8.7493 -0.8858 22.9901 -0.0666 0.0587 0.1374
O -5.8206 16.4291 11.1217 -0.1134 0.0783 -0.1136
O 1.9764 4.7958 16.0573 0.026 -0.0102 -0.0204
O 6.6922 4.0514 18.4708 -0.0246 -0.0581 -0.0365
O 1.1613 4.2838 21.1832 -0.0808 -0.1581 0.1403
O 4.2931 3.5091 17.7748 0.0464 -0.0077 -0.047
O 6.9062 1.7404 9.4869 0.1092 0.0988 0.0145
O 0.9011 -3.3172 12.5508 0.0565 0.0648 -0.0596
O -0.6784 3.0958 22.432 0.0078 0.0154 -0.0025
O 6.4781 2.0901 16.7545 -0.0363 -0.0082 -0.084
O -0.8682 7.8903 10.5915 0.1437 -0.1154 -0.1343
O -8.443 4.9446 19.1174 -0.0071 -0.0214 0.048
O 20.6147 7.2421 20.378 0.0547 0.0737 0.0647
O 5.7025 0.3658 11.2834 -0.0132 -0.0626 -0.2523
O 8.722 6.9186 17.9019 -0.0106 0.0382 -0.0739
O -2.9546 2.8967 20.7878 0.1165 -0.08 0.1392
O 9.0996 4.1393 13.5187 -0.0487 0.0321 -0.0584
O -9.1822 2.7721 17.5072 0.0042 0.0476 -0.0798
O -0.2808 12.0145 12.9242 0.0792 0.0324 0.0404
O -1.0939 -1.5215 12.7603 0.0793 -0.0033 -0.0153
O 0.5571 -2.2714 19.023 0.0246 0.0286 -0.0294
O 3.0068 2.4106 19.8175 -0.0354 0.1063 -0.1005
O 1.8852 10.9644 19.3864 -0.0676 -0.0189 -0.0669
O 2.6433 8.7548 10.8734 0.083 -0.0301 -0.1875
O 3.5195 -2.6354 13.2051 -0.0159 0.0003 -0.082
O 5.6407 8.8915 19.0799 0.0092 0.0172 0.0704
O -11.0575 -0.2491 17.5972 -0.0563 0.0368 -0.0213
O 8.5464 0.373 16.4555 -0.0188 0.0213 -0.0301
O 4.9336 7.6309 21.3445 -0.0581 -0.0231 0.2012
O 2.7056 4.4988 11.1558 -0.0733 0.065 -0.0281
O -4.237 4.7839 13.2597 0.0389 0.043 -0.0673
O -6.3844 11.1697 19.9396 0.0742 -0.0141 -0.0646
O -0.191 10.5388 15.0187 -0.0204 -0.0041 0.0689
O 6.9985 9.2206 21.2769 0.1163 0.1889 0.2645
O 0.2439 -5.3621 14.2816 0.0153 -0.0229 -0.0198
O 8.641 13.2558 18.3039 -0.0713 -0.0295 -0.0274
O 8.1995 3.6321 11.0577 0.0996 -0.1268 -0.2666
O 7.1078 2.1916 12.862 -0.0026 0.0469 -0.0918
O -0.0491 -1.6556 21.5078 -0.1237 0.167 0.1007
O 1.4834 -0.8748 12.9513 0.063 -0.0638 -0.0248
O 0.1781 6.7933 16.6062 0.0439 0.0064 -0.0072
O 0.1123 5.4671 10.8928 -0.003 0.0608 -0.061
O 0.7283 2.755 14.8137 0.0141 0.0323 0.0189
O 7.1053 6.8391 19.9931 -0.0783 0.1177 0.094
O 3.3891 5.5906 21.5933 0.0592 0 0.1619
O -1.6047 8.771 16.2504 -0.0217 0.0073 -0.0279
O 3.0754 -0.0031 15.1792 0.0072 0.0044 0.0158
O -1.3385 0.8329 21.2508 -0.0331 -0.0778 0.0666
O -6.0509 1.1673 13.6696 -0.0031 -0.0014 -0.0103
H 2.7758 0.7127 21.6583 -0.0236 -0.0519 -0.0144
H -6.1896 16.9264 10.365 0.1057 -0.0885 0.1902

Results
free energy: -135766.641 eV
free energy less fixed offsets of H -15.97, O -568.88, Si -635.61 eV per atom: 0.629 eV

The program warned: the cutoff lies below the one the program advises for these potential files; the forces do not sum to zero within the program's tolerance; the exchange-correlation potential is rough where the density is thin.
